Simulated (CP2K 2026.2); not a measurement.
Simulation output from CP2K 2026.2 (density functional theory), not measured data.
Periodic cell of 521 atoms, Si360O161, from a study of silicon, its oxide and their interface. The atomic structure is a simulated model.
Doubt: the forces sum to 1.50 eV/angstrom along one axis rather than to zero, so they err by at least 0.0029 eV/angstrom per atom on average; the grid cutoff is modest.

Settings: functional PBE; method Gaussian and plane waves; basis set DZVP-MOLOPT-SR-GTH; pseudopotentials GTH-PBE; grid cutoff 300 Ry, relative cutoff 40 Ry; k points Gamma only; occupations fixed; spin none; net charge 0.

Cell vectors (angstrom)
a 16.32 0 0
b 0 16.32 0
c 3.0815 5.4618 34.4049

Atoms and the computed forces on them: element, x, y, z (angstrom), force x, y, z (eV/angstrom)
Si -0.966 -1.759 1.466 -0.03 -0.028 -0.034
Si 1.536 1.211 1.479 -0.243 0.088 0.682
Si -4.226 1.084 1.048 -0.421 -0.293 0.61
Si 1.628 6.223 0.774 0.047 -0.133 0.018
Si -1.982 -6.321 1.221 -0.109 0.082 0.541
Si 0.716 -3.472 1.212 -0.061 0.093 0.658
Si 1.538 2.634 -3.424 -0.042 0.045 -0.009
Si 7.127 0.723 1.522 0.267 0.091 0.523
Si 4.016 4.215 1.448 0.198 -0.096 0.645
Si 7.337 6.403 1.534 0.069 0.038 -0.014
Si 4.216 9.474 1.149 -0.109 0.07 0.755
Si -9.264 -4.226 1.419 -0.037 0.051 0.59
Si -7.397 -0.876 1.721 0.014 0.071 0.046
Si -6.739 -1.536 -0.36 -0.218 0.229 0.512
Si -7.418 4.534 1.43 0.011 0.043 -0.085
Si -4.543 7.249 1.571 -0.019 -0.024 0.019
Si -6.17 -7.299 1.797 0.056 -0.05 -0.07
Si -3.627 -4.556 1.534 0.02 0 -0.008
Si -0.011 -0.026 2.753 0.035 0.031 -0.052
Si 2.778 2.713 2.768 0.029 -0.012 -0.027
Si -0.299 5.1 2.642 0.254 0.283 0.69
Si 2.792 8.336 2.678 0.428 0.339 0.219
Si -0.128 -5.352 2.455 -0.007 0.013 -0.096
Si 2.611 -2.7 2.512 -0.029 -0.042 -0.061
Si 5.403 -0.062 2.89 -0.026 -0.063 0.019
Si -8.29 2.694 2.646 -0.006 -0.064 -0.004
Si 5.522 5.475 2.763 -0.065 -0.008 -0.033
Si -8.031 8.08 2.864 0.008 0.028 -0.001
Si 5.465 10.867 2.606 -0.025 -0.008 -0.027
Si -8.157 -2.752 2.867 0.041 -0.108 0.013
Si -5.499 0.051 2.741 0.129 -0.002 -0.112
Si -2.576 2.934 2.872 -0.221 -0.214 0.723
Si -5.583 5.461 2.708 -0.064 0.015 -0.046
Si -2.763 8.265 2.701 0.001 0.01 -0.102
Si -5.245 -5.507 2.958 0.008 0.029 0.044
Si -2.662 -2.779 2.737 -0.052 0.041 -0.013
Si -1.373 1.33 4.103 0.002 0.076 -0.013
Si 1.351 4.079 4.035 -0.047 0.036 -0.008
Si -1.349 6.821 3.917 0.007 -0.044 0.012
Si 1.315 9.664 3.919 -0.017 0.025 -0.004
Si -1.324 -4.11 4.111 -0.031 -0.004 -0.007
Si 1.403 -1.359 4.08 -0.035 -0.003 -0.011
Si 4.106 1.385 4.182 -0.011 0.002 0.006
Si 6.731 4.004 4.135 0.011 -0.032 -0.03
Si 4.13 6.896 4.039 -0.005 0.007 -0.025
Si 6.826 9.526 4.022 -0.005 -0.021 0.045
Si 4.026 12.252 3.906 0.031 0.033 0.019
Si -9.59 -1.465 4.217 0.021 0.019 -0.03
Si -6.81 1.467 4.077 -0.074 0.009 -0.08
Si -4.157 4.153 4.086 0.026 -0.033 -0.019
Si -6.795 6.724 4.277 0.012 -0.026 -0.016
Si -3.961 -6.837 4.32 0.039 0.013 -0.007
Si -6.714 -4.089 4.133 -0.013 0.016 0.05
Si -4.1 -1.379 4.01 -0.003 -0.015 0
Si -2.753 -0.028 5.418 -0.023 0.005 -0.01
Si 0.02 2.703 5.434 -0.007 0.008 -0.001
Si -2.727 5.519 5.384 -0.022 0.014 0.015
Si 0.021 8.193 5.291 0.021 -0.01 0.017
Si -2.618 -5.431 5.561 0.026 0.001 0.044
Si 0.035 -2.719 5.436 0.025 -0.024 -0.027
Si 2.727 -0.01 5.47 0.029 0.002 0.001
Si 5.422 2.721 5.553 -0.045 0.02 0.025
Si 2.724 5.489 5.356 -0.008 0.011 -0.005
Si 5.477 8.198 5.436 -0.004 0.002 -0.006
Si 2.689 10.939 5.347 0.024 -0.012 0.004
Si 5.336 -2.803 5.465 -0.028 -0.059 0.012
Si -8.164 0.015 5.417 0.02 -0.012 -0.047
Si -5.463 2.773 5.477 0.026 0.004 0.017
Si -8.202 5.354 5.517 -0.024 -0.015 -0.037
Si -5.405 8.114 5.563 0.012 0.004 -0.014
Si -8.143 -5.452 5.42 -0.002 -0.025 0.021
Si -5.387 -2.709 5.468 0.001 0.007 0.009
Si -1.364 -1.369 6.778 -0.024 0.015 -0.002
Si 1.36 1.355 6.814 -0.016 -0.004 -0.004
Si -1.371 4.101 6.734 0.004 0.014 -0.016
Si 1.36 6.842 6.712 -0.01 0.011 0.001
Si -1.27 9.481 6.817 0.008 0.008 -0.014
Si 1.384 12.255 6.799 0.003 -0.004 0.009
Si 4.059 -1.384 6.829 -0.014 0.007 0.034
Si 6.812 1.339 6.839 0.013 0.006 -0.016
Si 4.036 4.128 6.8 0.003 -0.008 -0.002
Si 6.782 6.794 6.813 0.008 0.005 0.012
Si 4.06 9.559 6.733 -0.001 -0.004 -0.005
Si 6.776 12.198 6.785 0.022 0.009 -0.003
Si -6.791 -1.338 6.785 0 -0.041 0
Si -4.088 1.364 6.781 -0.033 -0.032 -0.003
Si -6.811 4.066 6.882 0 0.002 0.012
Si -4.031 6.783 6.878 0.015 -0.002 -0.003
Si -6.803 -6.804 6.823 -0.018 0.021 -0.001
Si -4.038 -4.067 6.838 -0.022 0.026 0.017
Si -0.015 -0.005 8.152 0.006 -0.011 0.001
Si 2.71 2.734 8.158 0.008 0.018 0.002
Si 0.004 5.464 8.092 -0.004 0.024 0.006
Si 2.716 8.182 8.109 0.008 0 0.008
Si 0.052 10.872 8.166 0.006 -0.024 0.015
Si 2.709 -2.724 8.192 0.004 0.019 0.014
Si 5.44 -0.024 8.171 0.017 -0.017 0.007
Si 8.158 2.694 8.212 0.022 -0.008 0.012
Si 5.411 5.457 8.174 -0.007 0.004 0.003
Si 8.155 8.149 8.169 0.012 -0.012 0.018
Si 5.422 10.862 8.157 -0.008 0.01 -0.013
Si 8.149 -2.722 8.121 -0.01 0.021 -0.004
Si -5.438 0.007 8.164 -0.013 0.019 -0.003
Si -2.714 2.732 8.125 -0.017 0.004 0.01
Si -5.423 5.429 8.201 -0.012 -0.003 0.006
Si -2.67 8.166 8.186 0.005 0.003 0.007
Si -5.433 -5.43 8.164 0.009 -0.003 0.014
Si -2.696 -2.706 8.187 -0.002 -0.024 0.009
Si -1.335 1.353 14.965 -0.002 0.005 -0.005
Si 1.371 4.071 14.948 -0.004 0.007 -0.005
Si -1.345 6.816 14.968 -0.006 -0.012 -0.001
Si 1.358 9.521 15.004 0.008 -0.001 -0.002
Si -1.349 -4.079 15.001 0.008 -0.006 0.001
Si 1.333 -1.36 14.986 0 -0.002 -0.008
Si 4.039 1.338 14.965 0.009 -0.01 0.004
Si 6.791 4.072 14.931 0.001 -0.002 0.002
Si 4.078 6.785 14.96 0.001 0.002 -0.007
Si 6.805 9.519 14.933 0.012 0.007 -0.006
Si 4.063 -4.072 14.976 0.002 0.01 -0.013
Si 6.754 -1.376 14.948 0 -0.007 -0.001
Si -6.813 1.363 14.957 0.008 -0.012 0.001
Si -4.055 4.094 14.929 0.018 -0.009 -0.005
Si -6.774 6.826 14.929 -0.013 0.015 0.003
Si -4.045 9.531 14.956 -0.006 -0.007 -0.007
Si -6.805 -4.095 14.931 -0.009 -0.001 -0.004
Si -4.065 -1.356 14.949 -0.006 0.007 -0.007
Si -2.695 -0.011 16.317 0.009 0.004 -0.006
Si 0.044 2.704 16.32 0.006 -0.019 -0.019
Si -2.701 5.445 16.308 -0.015 -0.006 -0.02
Si 0.001 8.156 16.371 -0.017 -0.002 0.01
Si -2.697 -5.451 16.364 -0.016 -0.006 0.013
Si -0.008 -2.712 16.385 -0.007 0.03 0.005
Si 2.667 -0.003 16.365 -0.001 0.018 0
Si 5.397 2.727 16.285 -0.006 0.009 -0.002
Si 2.72 5.417 16.321 0.012 -0.005 -0.022
Si 5.449 8.159 16.284 -0.007 0.016 -0.005
Si 2.723 10.89 16.356 0.006 0 0.009
Si 5.393 -2.707 16.354 0.004 -0.008 -0.002
Si -8.209 -0.012 16.282 0.019 0.004 0.001
Si -5.418 2.743 16.275 -0.006 0.005 -0.012
Si -8.135 5.44 16.249 0.021 0.001 0.002
Si -5.391 8.166 16.307 -0.005 0.005 -0.003
Si -8.17 -5.442 16.296 -0.019 0.008 -0.012
Si -5.444 -2.727 16.263 0.01 -0.004 0.001
Si -1.362 -1.33 17.758 -0.008 -0.001 -0.01
Si 1.338 1.36 17.775 -0.01 0.001 0.004
Si -1.306 4.088 17.622 -0.02 0.02 -0.023
Si 1.4 6.787 17.692 0.007 -0.014 0.013
Si -1.363 -6.829 17.771 0.004 0.006 -0.005
Si 1.36 -4.083 17.742 0.012 -0.004 0.007
Si 4.013 -1.357 17.735 -0.007 -0.003 0.037
Si -9.543 1.397 17.615 -0.016 -0.031 0.02
Si 4.012 4.015 17.7 0.005 -0.006 0.005
Si -9.539 6.744 17.59 -0.005 -0.014 0.028
Si 4.126 9.526 17.673 0.018 -0.016 -0.019
Si -9.555 -4.1 17.666 0.031 -0.026 -0.037
Si -6.855 -1.417 17.594 -0.036 0.008 0.004
Si -4.079 1.36 17.616 0.004 -0.004 -0.009
Si -6.711 4.167 17.624 0.025 0.011 -0.012
Si -4.038 6.8 17.694 -0.004 0.009 -0.014
Si -6.775 9.533 17.62 0.007 -0.024 0.014
Si -4.074 -4.031 17.651 0.027 0.022 0.009
Si -0.043 0.045 19.174 0.018 -0.011 -0.015
Si 2.684 2.695 19.192 0.043 0.011 0.02
Si 0.058 5.393 19.031 -0.064 -0.024 -0.003
Si 2.792 8.159 19.015 0.011 -0.011 -0.031
Si 0.009 -5.449 19.11 0.036 0.015 -0.022
Si 2.68 -2.737 19.166 0.001 -0.003 -0.002
Si 5.36 0.109 18.995 -0.002 0.008 -0.043
Si -8.108 2.795 18.858 0.016 -0.028 -0.044
Si 5.408 5.386 18.962 -0.005 0.036 -0.045
Si -8.116 8.072 18.874 0.004 0.013 -0.013
Si 5.479 10.848 19.08 -0.007 -0.001 -0.006
Si -8.2 -2.754 19.007 0.015 0.027 0.003
Si -5.512 -0.025 18.878 0.008 0.013 -0.013
Si -2.674 2.726 18.925 0.021 -0.018 -0.009
Si -5.364 5.476 19.104 -0.034 -0.002 -0.029
Si -2.707 -8.23 19.141 0.01 -0.03 -0.008
Si -5.442 -5.379 18.973 -0.053 0.008 0.043
Si -2.775 -2.672 19.084 -0.02 -0.023 -0.005
Si -1.487 1.419 20.479 -0.039 -0.043 0.063
Si 1.264 4.02 20.553 0.003 -0.029 0.038
Si -1.254 6.699 20.468 -0.05 0.035 0.036
Si 1.449 -6.834 20.406 -0.045 0.036 0.014
Si -1.412 -4.069 20.414 -0.009 -0.01 0.048
Si 1.31 -1.317 20.55 0.021 0.004 0.014
Si 4.1 1.396 20.579 0.008 -0.001 0.065
Si -9.464 4.07 20.236 -0.009 -0.012 0.057
Si 4.102 6.735 20.367 -0.014 -0.05 -0.025
Si -9.407 9.389 20.274 -0.023 0.01 -0.016
Si 4.14 -4.117 20.489 0.002 0.007 0.021
Si 6.775 -1.255 20.224 -0.009 -0.03 -0.01
Si -6.788 1.429 20.187 0.079 0.034 -0.021
Si -3.909 4.088 20.356 0.013 0.015 0.056
Si -6.809 6.83 20.397 0.055 -0.008 0.08
Si -4.173 -6.807 20.335 -0.008 -0.014 0.017
Si -7.722 -5.977 21.609 0.023 -0.026 0.055
Si -4.234 -1.284 20.368 0.074 0.008 0.03
Si -3.425 0.592 21.592 -0.094 0.148 -0.671
Si -0.475 3.016 21.916 -0.019 0.009 0.056
Si -2.098 4.87 21.727 0.125 -0.227 -0.549
Si 0.392 7.833 21.741 -0.422 0.471 -0.171
Si -2.75 -5.547 21.659 0.008 0.109 -0.812
Si -0.261 -2.558 21.806 0.027 -0.051 -0.713
Si 2.997 -0.274 21.881 -0.214 0.262 -0.678
Si 5.829 2.601 21.721 -0.301 0.005 -0.699
Si 2.545 5.596 21.749 0.109 -0.142 -0.74
Si 5.015 9.061 23.34 0.302 -0.384 -0.535
Si 2.821 -5.537 21.846 -0.317 0.355 -0.162
Si -9.13 -2.747 24.179 0.004 0.155 -0.197
Si -8.383 0.338 21.481 0.31 -0.311 -0.129
Si -5.068 2.406 21.459 0.23 -0.263 -0.464
Si -8.358 5.56 21.643 0.212 -0.016 -0.695
Si -5.963 -7.651 21.619 -0.17 0.171 -0.539
Si -6.862 -4.112 20.407 -0.045 -0.011 -0.029
Si -5.753 -2.505 21.707 -0.031 0.003 -0.017
Si -6.199 -1.602 27.106 0.003 0.135 -0.028
Si -1.247 -4.132 -3.959 0.018 0.043 0.179
Si -0.202 2.576 24.389 -0.114 -0.224 -0.703
Si -0.402 -1.814 -5.671 -0.051 -0.007 -0.028
Si -0.558 9.208 23.334 0.323 -0.46 -0.405
Si 1.39 -4.623 23.439 0.422 -0.187 -0.596
Si -0.254 7.612 -3.874 -0.156 0.043 0.142
Si 3.058 5.347 -6.25 -0.045 -0.015 -0.021
Si 4.421 4.29 23.968 0.048 0.093 -0.124
Si -0.322 -2.391 27.641 -0.059 0.031 -0.038
Si -8.683 -5.687 23.736 0.186 -0.142 -0.606
Si 5.318 -2.415 21.62 0.158 -0.14 -0.685
Si -4.527 -3.567 23.357 -0.367 0.335 -0.423
Si -6.294 4.394 23.56 -0.027 -0.002 -0.129
Si 1.069 -3.926 -2.003 -0.038 -0.01 0.137
Si -3.208 7.004 26.401 -0.079 -0.002 0.024
Si 5.383 6.916 25.519 -0.071 0.016 -0.04
Si -5.468 7.124 24.227 -0.013 0.018 -0.082
Si -2.478 -1.226 23.685 -0.003 0.008 -0.208
Si -8.304 0.449 26.826 0.095 -0.103 -0.017
Si -1.28 -7.095 26.203 -0.056 -0.032 -0.043
Si -2.345 4.782 24.776 -0.022 0.058 -0.144
Si 2.222 7.284 -2.114 -0.018 0.051 0.078
Si -1.258 0.067 26.167 0.018 0.218 -0.02
Si 2.109 -3.063 25.965 -0.045 0.14 -0.03
Si -6.16 1.331 -1.34 0.039 -0.015 0.165
Si -7.762 -6.355 26.457 -0.102 0.034 -0.007
Si 3.452 4.852 -3.255 -0.027 -0.066 0.017
Si -2.271 -7.511 -1.764 0.039 0.104 0.232
Si -5.589 -4.587 -5.549 -0.079 -0.084 0.004
Si -0.24 1.866 -0.983 0.066 -0.018 0.057
Si -7.671 -0.427 -5.987 0.088 -0.063 -0.146
Si -10.72 -1.066 26.098 -0.05 -0.07 -0.05
Si 6.14 7.286 -0.29 0.628 -0.267 0.394
Si -10.746 -0.358 -0.919 0.075 0.003 0.188
Si -10.54 -4.779 -3.163 -0.024 -0.057 -0.02
Si 4.173 -7.97 27.874 0.108 0.074 0.061
Si 5.8 7.789 21.59 -0.296 0.419 -0.091
Si -8.057 -8.008 -2.16 -0.073 0.002 0.03
Si 3.791 -0.977 1.428 0.169 -0.229 0.732
Si -5.881 0.593 25.191 -0.01 0.014 -0.011
Si -6.555 5.55 -2.09 -0.374 -0.336 0.364
Si 4.468 -2.986 -5.199 -0.014 -0.018 -0.012
Si -6.988 -6.074 0.081 0.211 -0.286 0.5
Si -5.136 -1.53 -4.757 0.08 -0.039 0.027
Si -10.603 -0.087 -5.604 0.006 0.06 0.014
Si -2.332 3.964 -1.392 -0.033 0.04 0.003
Si 3.922 0.588 -3.314 0.026 -0.082 -0.011
Si 2.065 -1.842 -4.103 -0.059 -0.017 -0.01
Si -1.965 -0.684 -0.352 0.297 -0.292 0.544
Si -2.762 0.269 -5.237 -0.061 0.057 -0.035
Si 1.175 -7.832 27.998 -0.057 -0.02 0.076
Si -3.413 -2.521 -2.513 -0.097 -0.013 0.077
Si -7.037 -0.882 22.891 -0.108 -0.079 -0.651
Si -5.48 -4.369 26.179 0.135 -0.043 -0.012
Si -9.275 -2.875 -1.193 -0.084 0.12 0.096
Si -4.817 -3.88 -0.337 0.261 -0.174 0.552
Si 2.571 2.64 25.733 -0.04 -0.069 0.067
Si -4.899 4.706 -4.524 0.055 -0.025 -0.029
Si -7.911 7.104 26.273 0.047 0.08 0.058
Si 3.342 -6.081 -1.695 0.049 0.083 0.113
Si -2.465 -4.624 27.185 0.042 0.028 0.029
Si 2.876 -0.248 24.931 -0.018 0.032 -0.05
Si -8.222 -6.112 -4.678 0.114 0.101 0.118
Si -3.887 6.392 -0.5 -0.13 0.278 0.658
Si 4.371 -2.865 28.018 0.018 -0.118 0.083
Si -1.996 5.133 -4.055 -0.065 -0.052 -0.057
Si 5.442 4.407 -1.108 0.148 0.011 0.058
Si -7.727 3.941 -0.864 0.434 0.595 0.244
Si -4.068 2.164 -3.333 0.043 0.068 -0.054
Si -4.986 3.395 25.836 -0.062 0.004 0.106
Si -3.246 -6.31 -4.261 -0.105 0.01 0.028
Si -1.366 1.368 9.503 -0.004 0.005 0.008
Si 1.344 4.102 9.493 -0.012 -0.013 0
Si -1.325 6.793 9.522 -0.007 -0.001 0.006
Si 1.391 9.519 9.528 0.023 0.018 0.002
Si -1.336 -4.09 9.517 0.001 0.009 -0.007
Si 1.339 -1.36 9.527 0.004 -0.017 -0.003
Si 4.077 1.362 9.507 0.001 0.003 -0.013
Si 6.783 4.082 9.523 0.005 0.005 -0.014
Si 4.057 6.825 9.512 0.004 0.001 0.004
Si 6.786 9.509 9.52 -0.025 -0.017 0.006
Si 4.08 -4.089 9.529 0.009 0.011 0.003
Si 6.803 -1.38 9.522 0.007 0.003 0
Si -6.792 1.344 9.554 -0.014 -0.005 0.006
Si -4.063 4.062 9.532 -0.015 0.002 0
Si -6.792 6.803 9.53 0.018 0.007 0.002
Si -4.057 -6.788 9.515 -0.008 -0.011 -0.003
Si -6.805 -4.066 9.506 -0.015 -0.012 -0.009
Si -4.076 -1.351 9.528 0.011 0.019 -0.006
Si -2.718 0.009 10.882 -0.019 -0.003 0.004
Si -0.002 2.73 10.859 -0.006 0.018 0.001
Si -2.698 5.436 10.875 0.006 -0.013 -0.003
Si 0.021 8.163 10.883 0.014 -0.005 -0.001
Si -2.703 -5.435 10.882 -0.003 0.005 -0.004
Si 0.002 -2.729 10.893 -0.003 0 -0.002
Si 2.71 0.004 10.866 -0.003 -0.004 -0.005
Si 5.431 2.715 10.878 0.01 0.001 -0.006
Si 2.705 5.451 10.869 0.006 0.017 0.001
Si 5.425 8.165 10.888 0.006 -0.001 0.007
Si 2.729 -5.442 10.902 0.007 -0.023 0.003
Si 5.434 -2.727 10.883 0.003 0 0.002
Si -8.164 -0.02 10.891 0.004 -0.003 0
Si -5.428 2.714 10.895 0.009 -0.013 0.002
Si -8.162 5.439 10.876 -0.004 -0.001 -0.007
Si -5.42 8.167 10.869 -0.01 0.004 -0.001
Si -8.165 -5.434 10.862 0.002 0.009 -0.002
Si -5.441 -2.717 10.88 -0.007 0.012 0.003
Si -1.362 -1.365 12.24 0.007 -0.007 -0.004
Si 1.353 1.362 12.224 0.009 0 -0.005
Si -1.345 4.08 12.239 -0.012 -0.005 0.008
Si 1.364 6.804 12.253 -0.009 -0.002 0.008
Si -1.339 9.529 12.242 -0.008 -0.01 -0.007
Si 1.361 -4.083 12.259 0.006 0.01 -0.004
Si 4.057 -1.366 12.231 0.007 0.009 -0.003
Si 6.783 1.345 12.236 0.011 -0.002 -0.001
Si 4.071 4.082 12.225 0.009 -0.019 0.003
Si 6.8 6.803 12.23 -0.007 -0.006 -0.004
Si 4.075 9.518 12.266 0.005 0.02 0.007
Si 6.793 -4.086 12.236 -0.003 -0.001 0.005
Si -6.801 -1.366 12.254 -0.015 0.009 0.008
Si -4.069 1.361 12.254 0.002 0.004 0.01
Si -6.8 4.08 12.236 -0.001 0.009 0.008
Si -4.058 6.807 12.226 -0.007 0.004 -0.001
Si -6.789 9.529 12.214 0.009 -0.009 -0.007
Si -4.071 -4.077 12.237 0.005 -0.01 -0.002
Si 0.001 -0.005 13.592 -0.008 -0.004 0.004
Si 2.716 2.714 13.583 0.001 0.012 0.003
Si 0.004 5.442 13.608 0.003 -0.007 -0.001
Si 2.71 8.159 13.627 0.002 -0.015 -0.003
Si 0.008 10.882 13.63 0.004 0.003 0
Si 2.705 -2.712 13.618 -0.002 -0.002 0.001
Si 5.405 -0.008 13.594 -0.013 -0.006 -0.01
Si 8.151 2.707 13.582 -0.021 -0.021 -0.001
Si 5.437 5.444 13.582 0.022 0.016 -0.002
Si 8.172 8.173 13.571 0.015 0.011 -0.006
Si 5.431 10.892 13.61 0.01 -0.011 0.006
Si 8.144 -2.727 13.598 0.006 -0.005 -0.001
Si -5.437 0.005 13.605 0.012 0.01 0.002
Si -2.693 2.717 13.601 -0.006 0.007 0.001
Si -5.425 5.45 13.576 0 -0.005 0.008
Si -2.697 8.167 13.593 0.015 0.012 -0.002
Si -5.428 -5.447 13.588 -0.008 0.002 0
Si -2.71 -2.73 13.61 -0.016 0.006 0.003
O -1.456 3.993 2.345 0.093 0.008 -0.282
O -3.31 2.313 1.557 0.152 0.602 -0.252
O 0.24 5.471 1.133 -0.341 -0.196 -0.514
O 1.716 7.368 1.898 -0.439 0.184 0.499
O -6.026 -4.934 -0.548 -0.144 0.113 -0.449
O -1.14 6.414 -4.501 0.156 0.235 -0.401
O 0.866 -3.251 26.978 0.132 -0.276 0.077
O 2.587 3.449 27.133 0.035 0.269 -0.023
O 1.512 6.751 22.294 0.185 -0.066 0.447
O -1.842 -6.613 22.48 -0.123 -0.127 -0.05
O 0.561 -3.316 22.979 0 0.193 0.303
O -7.941 -1.657 24.016 0.166 0.141 0.616
O 4.124 -1.432 22.152 -0.05 -0.114 0.256
O -10.821 3.551 23.01 0.393 0.373 0.513
O -5.38 5.734 23.377 0.438 -0.068 -0.242
O 3.251 4.917 23.045 -0.332 0.102 -0.079
O 3.629 -6.595 22.834 -0.221 -0.319 0.227
O -6.333 3.997 25.137 -0.758 -0.016 0.373
O -10.118 -2.852 22.908 0.128 -0.379 0.199
O -9.432 1.425 22.179 0.046 0.11 0.716
O -1.87 -5.496 -4.54 0.374 -0.309 -0.318
O -5.233 1.694 -0.063 -0.231 0.541 -0.1
O -9.337 7.026 25.541 0.17 0.099 -0.601
O 1.633 6.912 -0.663 -0.194 0.089 0.037
O -1.789 -5.557 26.039 0.215 0.131 -0.407
O 2.26 -4.995 -2.187 -0.033 0.218 -0.56
O 3.474 -3.328 26.765 0.267 -0.531 -0.052
O -8.468 -4.195 24.331 0.554 0.001 0.078
O -6.635 -0.205 -1.276 -0.351 -0.067 -0.662
O -4.54 -5.448 -4.676 0.001 -0.121 0.192
O -9.948 -1.511 -1.734 0.021 -0.088 -0.726
O 0.9 -3.667 -0.414 -0.059 -0.068 -0.14
O -8.335 -5.335 0.637 -0.305 -0.192 0.037
O 2.854 1.758 -3.203 0.43 0.101 0.07
O 4.549 -1.202 0.01 -0.291 -0.194 -0.363
O -3.32 -6.662 -2.673 -0.479 -0.095 0.366
O -4.201 7.374 25.181 0.199 0.211 -0.144
O -2.958 7.419 -1.335 0.258 -0.127 -0.354
O -3.572 5.519 -4.073 0.009 0.525 0.311
O 2.648 0.115 1.009 -0.185 -0.02 -0.32
O 2.871 5.211 0.843 0.137 0.024 -0.537
O -9.756 0.593 -0.038 0.012 0.304 -0.326
O -4.593 -1.665 -3.228 -0.191 0.136 0.407
O -5.285 -3.019 -5.352 0.099 0.014 0.129
O -3.031 1.019 -3.814 0.159 -0.091 0.32
O 0.947 -1.151 -5.053 -0.006 0.391 -0.022
O 4.783 3.585 0.136 0.143 -0.616 -0.029
O -5.646 3.098 22.839 -0.333 -0.332 0.417
O -7.664 -0.954 27.33 -0.422 -0.221 0.379
O 0.934 1.894 0.126 0.071 0.507 -0.283
O -1.301 3.02 -0.605 -0.094 0.096 0.444
O 2.336 6.791 -6.076 0.282 0.11 0.343
O -4.907 3.788 27.404 0.062 -0.231 0.302
O 4.754 8.13 24.642 -0.458 0.038 0.32
O -2.473 -3.139 -3.646 -0.276 0.278 -0.535
O 5.116 -7.994 0.416 -0.062 -0.157 0.152
O -0.55 1.204 25.234 0.121 -0.36 -0.076
O -3.438 3.049 -2.143 -0.324 -0.216 0.42
O -1.776 3.845 -5.007 0.072 -0.216 0.213
O -1.572 -0.812 -5.185 0.09 -0.061 0.177
O -7.356 1.055 25.672 -0.292 0.612 -0.151
O 3.505 -5.998 -0.07 0.019 0.388 -0.125
O -9.486 -4.166 -2.114 0.316 -0.132 0.079
O 4.795 0.571 -1.963 0.11 0.584 0.138
O -8.399 -7.047 -5.965 0.068 -0.201 -0.006
O -1.821 -6.734 -0.393 0.118 -0.044 -0.167
O -1.344 -1.617 22.594 0.108 0.446 -0.355
O -5.345 -4.251 24.573 -0.021 -0.359 0.014
O -9.554 8.056 -1.588 -0.428 0.277 -0.139
O -2.434 -7.997 26.909 -0.059 0.192 0.28
O 4.895 0.84 -4.575 0.103 0.403 -0.153
O -8.011 -6.623 24.871 0.15 -0.623 -0.163
O -5.255 6.08 -1.291 -0.288 -0.174 0.073
O -4.506 3.124 -4.578 0.072 -0.251 -0.563
O -7.897 -7.121 -3.478 0.1 0.012 -0.126
O -2.506 -1.604 -1.556 0.391 -0.124 -0.247
O -3.055 4.991 -0.372 0.331 -0.081 0.448
O -4.046 6.321 27.598 -0.203 0.106 0.333
O 3.867 3.115 24.913 0.322 -0.213 0.084
O -3.536 -2.413 23.899 -0.016 0.038 0.369
O -8.96 -5.461 27.087 -0.027 0.318 -0.216
O 1.435 -2.573 -2.805 0.01 0.381 0.101
O -2.105 5.962 25.839 0.535 0.002 0.315
O 5.197 -1.598 -5.508 0.456 -0.104 -0.075
O -1.541 4.778 -2.546 0.61 0.083 -0.002
O -7.76 -7.833 27.115 0.189 -0.033 0.648
O 2.654 -7.771 27.347 -0.128 -0.015 -0.595
O 2.098 -4.196 24.822 0.456 -0.286 0.276
O 2.53 0.181 23.393 0.015 0.287 0.17
O 4.662 4.087 -2.488 0.249 -0.608 -0.186
O -2.391 5.366 23.271 -0.071 0.346 0.126
O -1.04 -7.74 24.74 -0.116 -0.733 0.284
O -4.885 1.806 25.552 0.536 -0.219 0.08
O 2.006 4.137 -3.037 -0.582 0.426 0.449
O 4.948 -3.557 -3.775 -0.385 0.156 0.409
O -6.302 -5.685 26.622 0.125 -0.04 0.098
O -5.528 -7.98 23.171 0.117 0.229 0.38
O -1.701 -3.207 27.367 -0.367 0.403 -0.32
O 2.866 -2.847 -5.087 -0.325 -0.324 -0.344
O -3.267 0.018 0.312 -0.031 -0.151 -0.176
O -1.182 3.709 24.977 -0.052 -0.027 0.221
O 4.762 -5.803 -2.429 0.204 -0.479 0.103
O 1.025 7.015 -3.133 -0.108 -0.287 0.051
O 2.031 -1.566 25.336 -0.513 0.07 -0.186
O -5.407 -0.723 26 0.546 -0.117 -0.22
O -4.108 -0.58 -5.599 -0.22 -0.121 -0.483
O -0.968 0.427 -0.981 0.072 -0.148 -0.457
O -9.651 -5.442 -4.331 -0.202 0.092 -0.216
O 4.43 -0.638 25.083 0.16 -0.049 -0.529
O 3.73 4.911 -4.841 0.491 0.061 -0.221
O -8.388 1.461 28.044 0.332 0.037 0.227
O -10.276 -6.036 23.678 -0.48 0.415 -0.054
O 0.091 -7.096 27.057 0.003 0.131 0.019
O 3.116 -0.788 -3.508 0.193 -0.283 0.401
O -5.392 1.477 -2.743 -0.481 -0.387 -0.481
O 5.046 -6.616 27.681 -0.222 0.072 -0.147
O -9.475 6.636 22.185 -0.005 -0.077 0.544
O -7.745 5.881 27.294 0.086 -0.345 -0.25
O -3.745 4.07 25.083 -0.026 -0.088 -0.475
O -9.765 0.214 26.218 -0.3 0.438 -0.061
O -5.338 -2.339 -0.142 0.244 0.285 0.211
O -1.033 -7.814 -2.771 0.166 0.382 0.102
O -7.07 -5.01 -5.008 -0.121 0.345 -0.072
O 1.048 2.515 -4.956 -0.318 -0.353 0.04
O -4.014 -4.349 26.85 -0.125 0.168 0.452
O -7.433 6.86 -2.44 -0.206 -0.099 -0.397
O -7.692 -2.606 -1.111 0.048 -0.592 -0.195
O -9.961 -2.354 25.488 0.023 -0.556 0.513
O -0.425 -3.329 -5.085 0.194 -0.336 -0.099
O -2.375 1.474 -6.249 0.055 -0.394 -0.187
O 5.313 5.991 -0.793 -0.547 0.131 -0.206
O -6.788 7.025 25.129 -0.256 -0.152 -0.018
O -6.6 -0.856 -4.859 -0.202 -0.067 0.323
O 0.365 -5.839 23.731 0.031 0.008 0.544
O -7.272 -7.176 -1.044 0.319 -0.044 0.001
O -3.126 0.16 23.157 0.003 0.334 0.385
O -7.745 4.745 22.931 -0.121 -0.538 0.402
O 3.402 6.328 -2.623 0.416 0.21 -0.066
O -9.317 4.041 -1.218 -0.09 -0.044 -0.101
O -7.367 2.395 -1.258 -0.322 -0.055 -0.411
O -5.439 5.328 -5.89 0.041 -0.194 0.25
O -2.321 0.637 27.255 -0.4 0 -0.218
O -0.324 -4.456 -2.658 -0.229 -0.348 0.18
O -5.988 0.149 23.635 0.463 0.18 -0.127
O -1.942 -0.965 25.156 0.077 -0.536 0.154
O -3.972 -3.807 -1.712 0.26 -0.509 -0.587
O 5.019 5.474 24.887 0.315 0.012 -0.175
O -3.207 -7.665 -5.16 0.191 -0.48 0.287
O -3.618 -4.748 22.758 0.159 0.023 0.172
O -6.37 -3.122 26.664 -0.607 -0.075 0.294
O 2.79 -7.534 -2.105 0.156 0.091 -0.297
O 4.816 7.121 27.026 -0.11 -0.444 0.415
O -9.888 -3.241 0.269 -0.233 0.47 0.115
O 2.573 1.024 25.897 0.081 -0.146 0.227
O 5.12 -1.5 27.577 -0.043 0.353 0.658
O -0.264 -0.885 27.026 0.305 0.235 0.201
O 0.353 2.141 -2.456 -0.432 -0.082 -0.501
O -9.034 -0.027 -5.233 0.131 0.321 0.549
O 1.286 3.027 24.832 0.223 0.446 -0.017
O -6.087 4.855 -3.462 -0.376 -0.131 -0.291
O 0.343 -7.9 -5.142 0.111 0.756 0.049

Results
total energy: -109107.515 eV
total energy less fixed offsets of O -438.25, Si -107.07 eV per atom: -4.065 eV
